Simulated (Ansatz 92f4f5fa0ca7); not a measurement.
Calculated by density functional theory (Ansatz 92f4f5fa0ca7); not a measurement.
Periodic cell of 223 atoms, Si133O90, from a study of silicon, its oxide and their interface. The atomic structure is a simulated model.
Doubt: the cutoff is far below the 930 eV that the study's wrapper takes by default for these files, so forces and energies are approximate.
This geometry differs little from another in the collection (a relaxation step or a small displacement).

Settings: functional PBE; potential files Ansatz PAW; basis plane waves; wave-function cutoff 580 eV; density cutoff ratio 5; exchange-correlation grid ratio 1; k mesh 1 x 1 x 1, Gamma-centred; self-consistency stop 5e-08 eV per atom in the density residual; occupations fixed; spin none; net charge 0.

Cell vectors (angstrom)
a 10.938 0 0
b 0 10.938 0
c 0 0 32.3527

Atoms and the computed forces on them: element, x, y, z (angstrom), force x, y, z (eV/angstrom)
Si 0.3446 -0.2924 24.7566 -0.0245 0.0288 0.0107
Si 5.2917 0.2941 25.0591 0.0235 -0.0354 0.0597
Si 3.0775 2.4777 25.0283 -0.0291 0.0144 -0.065
Si 7.9456 2.9313 25.0173 0.0296 -0.0175 0.0137
Si -0.2024 5.6642 24.7888 0.0235 -0.0354 0.0192
Si 5.7592 5.1725 24.9083 -0.0228 0.0211 0.0081
Si 2.623 8.4063 24.6555 0.0296 -0.0124 0.0366
Si 8.4964 7.9041 24.8304 -0.016 0.0177 0.019
Si 1.411 1.2934 26.1806 -0.0137 0.0065 0.0035
Si 6.8348 1.4082 26.391 -0.0038 -0.0064 -0.0039
Si 4.1799 4.0913 26.2928 -0.001 0.0184 0.0012
Si 9.604 4.1146 26.1886 0.0073 -0.0044 -0.0055
Si 1.4213 6.8471 26.0628 -0.0023 -0.0005 -0.0052
Si 6.9017 6.7974 26.1827 -0.0106 0.0116 0.0021
Si 4.1023 9.5363 26.1592 0.0061 -0.0016 -0.0117
Si 9.6544 9.5312 26.1147 -0.0078 0.0072 0.0032
Si 2.755 -0.0462 27.5809 0.0072 -0.0009 0.0062
Si 8.2633 -0.0487 27.5527 0.0074 -0.0079 0.002
Si 0.0252 2.7036 27.5299 0.0031 -0.0039 0.0088
Si 5.4709 2.7493 27.6906 0.0069 -0.008 0.0149
Si 2.7336 5.4834 27.5312 0.0014 -0.004 0.0104
Si 8.2331 5.4484 27.5901 -0.0025 -0.0039 0.0086
Si 0.0489 8.1741 27.5351 -0.0013 0.003 -0.0023
Si 5.4915 8.1775 27.5271 0.0044 -0.0026 0.0052
Si 4.1018 1.3673 28.9344 -0.2484 -0.2766 0.4182
Si 9.5708 1.3673 28.9344 0.1606 -0.0939 -0.149
Si 1.3673 4.1018 28.9344 0.0293 -0.0166 -0.3182
Si 6.8362 4.1018 28.9344 0.3133 0.2736 0.6442
Si 4.1018 6.8362 28.9344 0.0156 0.0197 -0.2272
Si 9.5708 6.8362 28.9344 0.2231 0.0414 -0.0225
Si 1.3673 9.5708 28.9344 0.0052 -0.1744 0.0958
Si 6.8362 9.5708 28.9344 0.1083 -0.1531 -0.2534
Si 0 0 30.3017 0.0162 0.015 -0.0188
Si 5.469 0 30.3017 -0.0379 0.0711 -0.0126
Si 2.7345 2.7345 30.3017 -0.0113 -0.0548 0.004
Si 8.2035 2.7345 30.3017 -0.0496 0.0777 -0.0019
Si 0 5.469 30.3017 -0.0586 0.0342 -0.013
Si 5.469 5.469 30.3017 0.0679 0.017 0.0038
Si 2.7345 8.2035 30.3017 -0.0326 0.0569 -0.017
Si 8.2035 8.2035 30.3017 0.0008 0.0117 -0.0167
Si 1.3673 1.3673 31.6689 -0.0246 -0.0027 -0.0013
Si 6.8362 1.3673 31.6689 0.0428 -0.0652 -0.0166
Si 4.1018 4.1018 31.6689 0.0194 0.0057 -0.0197
Si 9.5708 4.1018 31.6689 0.0329 -0.0447 -0.0158
Si 1.3673 6.8362 31.6689 0.0903 -0.0322 -0.0266
Si 6.8362 6.8362 31.6689 -0.0201 -0.0083 -0.0092
Si 4.1018 9.5708 31.6689 0.0016 -0.0453 -0.0232
Si 9.5708 9.5708 31.6689 -0.0148 0.0252 -0.0156
Si 2.7345 0 0.6835 0.0605 -0.0068 -0.0153
Si 8.2035 0 0.6835 -0.0543 0.0499 0.0051
Si 0 2.7345 0.6835 -0.0207 0.0219 0.0503
Si 5.469 2.7345 0.6835 -0.0436 0.0436 0.0397
Si 2.7345 5.469 0.6835 -0.0901 0.0377 -0.0008
Si 8.2035 5.469 0.6835 0.0107 -0.0136 -0.0194
Si 0 8.2035 0.6835 -0.0227 0.007 0.0316
Si 5.469 8.2035 0.6835 0.029 0.022 0.0449
Si 4.1018 1.3673 2.0507 -0.1154 -0.1451 0.0192
Si 9.5708 1.3673 2.0507 -0.0192 -0.1472 -0.0152
Si 1.3673 4.1018 2.0507 0.1496 0.0418 -0.01
Si 6.8362 4.1018 2.0507 0.0603 0.0594 0.0255
Si 4.1018 6.8362 2.0507 -0.0292 -0.0664 0.0128
Si 9.5708 6.8362 2.0507 -0.1302 -0.1047 0.0066
Si 1.3673 9.5708 2.0507 0.0688 0.0799 0.0041
Si 6.8362 9.5708 2.0507 0.0985 0.0414 0.0094
Si 0 0 3.418 -0.0349 0.3028 -0.3748
Si 5.469 0 3.418 0.0694 0.1791 0.001
Si 2.7345 2.7345 3.418 -0.2514 0.1232 -0.129
Si 8.2035 2.7345 3.418 -0.1131 0.0975 0.3675
Si 0 5.469 3.418 -0.1925 -0.2004 0.1392
Si 5.469 5.469 3.418 -0.0107 -0.0753 0.1458
Si 2.7345 8.2035 3.418 0.0515 0.0215 0.0201
Si 8.2035 8.2035 3.418 -0.0667 -0.0479 -0.2977
Si 1.2203 1.4986 4.7687 -0.0046 0.0036 -0.0026
Si 6.8012 1.389 4.8264 -0.0003 0.0068 -0.0134
Si 4.1341 4.0295 4.7937 0.0067 -0.0052 -0.0047
Si 9.5392 4.1123 4.8517 -0.0006 -0.0017 -0.0114
Si 1.3669 6.8198 4.7668 -0.0008 -0.0009 -0.01
Si 6.7898 6.8999 4.7834 0.0019 0.0055 0.003
Si 4.0776 9.6184 4.7734 -0.012 0.0044 -0.0056
Si 9.6088 9.545 4.7199 0.0012 0.0013 -0.0116
Si 2.6641 0.1404 5.9636 0.0095 -0.0129 0.0043
Si 8.1843 -0.0805 6.0305 -0.0098 -0.0009 0.0154
Si -0.1792 2.7181 6.3795 0.006 0.006 -0.0118
Si 5.4382 2.6848 6.3357 -0.0075 -0.0091 -0.0014
Si 2.6678 5.3574 6.0649 -0.0071 0.0066 -0.0033
Si 8.1618 5.5326 6.1498 0.0053 0.006 -0.0045
Si 0.039 8.219 6.1183 -0.0037 -0.0052 0.0041
Si 5.387 8.2535 6.1944 -0.0077 -0.0114 -0.0065
Si 3.6743 1.5467 7.5562 0.0144 -0.0083 -0.0224
Si 9.6186 0.8928 7.6043 -0.0042 0.007 -0.0041
Si 1.527 3.8962 7.5565 -0.0142 0.0158 -0.0058
Si 6.5346 4.4574 7.4815 0.0077 -0.0013 0.002
Si 4.1839 6.5821 7.3287 -0.0014 0.0278 -0.0135
Si 9.3662 7.1407 7.4234 0.0043 -0.0026 -0.0136
Si 1.1927 9.8982 7.2989 0.0146 -0.015 -0.0044
Si 7.0753 9.3581 7.4412 -0.0049 0.0055 -0.01
O 9.605 6.782 24.2967 -0.0047 0.0126 -0.0266
O 4.1803 1.3711 24.4641 -0.031 0.0338 -0.0267
O 8.1917 8.2103 7.8838 0.0108 -0.0027 0.0178
O 2.6474 2.7667 8.0267 0.0028 0.002 0.0205
O 6.8615 4.0341 24.4158 -0.0071 0.0052 -0.0248
O 1.4704 9.5346 24.2136 -0.0075 0.0002 -0.0258
O 5.3629 5.5558 7.8422 0.001 -0.0083 0.0136
O 0.0064 -0.0416 7.844 0.002 -0.0021 0.0085
O 7.1201 4.0722 8.9607 -0.0012 -0.0037 0.0091
O 6.7135 10.2147 8.8258 0.0062 0.0066 0.011
O 10.1706 6.674 8.787 -0.0013 0.0023 0.0047
O 2.0769 9.5555 8.6374 0.0014 0.0042 0.0036
O 3.9069 0.616 8.9228 -0.0006 -0.0057 0.0165
O 1.0479 4.6992 8.929 0.0032 -0.0018 0.007
O 8.8706 0.8038 9.1044 0.0003 0.0049 0.0047
O 3.3687 7.112 8.6429 -0.0078 -0.0001 0.0099
O 7.7717 8.5329 23.4864 0.0067 -0.0093 -0.0096
O 8.5492 2.0668 23.7733 -0.0021 -0.0037 -0.0089
O 5.0925 5.787 23.5419 0.0087 -0.0043 -0.0095
O 2.4798 3.26 23.7294 0.0027 0.0037 0.0118
O 10.6243 0.4265 23.4181 -0.002 -0.0022 -0.0133
O 0.4233 4.9401 23.4325 0.0071 -0.0033 -0.0203
O 3.3851 7.7991 23.2879 -0.0012 -0.0018 -0.0204
O 6.1708 10.6602 23.8151 -0.0043 0.0051 -0.0191
Si 9.5595 2.5485 19.9428 -0.0078 0.0013 0.0259
Si 5.586 6.6997 19.6432 -0.0072 -0.0081 0.005
Si 8.0058 3.4041 14.5602 -0.033 0.0518 0.0214
Si 13.3205 3.2312 13.3535 0.0189 0.0253 -0.0081
Si 4.6676 1.4293 13.5965 -0.002 -0.0128 0.0176
Si 5.0273 7.2135 14.3227 0.0025 0.0019 0.0091
Si 4.0165 5.4648 12.2713 -0.0027 0.018 -0.005
Si 4.0141 6.4575 22.5251 -0.0079 -0.0032 0.0056
Si 9.6814 10.8855 14.3859 0.1444 0.4865 0.0809
Si 6.8283 5.5254 12.6424 0.0052 0.0298 -0.0035
Si 7.3207 1.9103 12.1837 -0.0266 -0.0163 -0.0537
Si 3.3181 13.5124 17.83 0.0124 -0.0056 0.0054
Si 7.9895 4.3672 10.2942 0.0072 0.0149 -0.0291
Si 9.1826 7.8031 14.645 0.098 0.161 0.0071
Si 7.5594 0.5112 18.4801 -0.0061 -0.0172 -0.0021
Si 9.7811 5.1786 16.2623 0.0072 0.0585 -0.0068
Si 7.7144 9.6923 16.2963 0.0259 -0.0462 -0.0114
Si 2.1903 11.3435 12.4143 -0.0108 -0.0532 -0.0142
Si 7.9971 15.8622 18.7879 0.0021 0.0107 -0.0068
Si 12.4885 13.4823 20.0728 0.0075 0.0007 0.0204
Si -1.6433 1.0869 22.7239 -0.001 -0.0022 0.0139
Si 4.9423 10.0287 15.4023 -0.0046 -0.0026 0.0211
Si 2.8573 10.9468 19.2451 -0.0021 -0.0087 -0.0145
Si 5.5669 9.6693 20.1106 0.0006 -0.0041 0.0075
Si 10.7484 5.4441 9.6926 0.0047 0.002 -0.0089
Si 7.1048 9.8457 22.7833 0.0142 0.0054 0.0045
Si 6.2856 13.8302 17.0134 -0.0108 -0.0001 0.0158
Si -3.1174 -0.1884 9.9225 -0.0086 -0.01 -0.0121
Si 1.7459 4.2698 16.0852 0.006 0.0327 0.0233
Si -1.6875 9.1575 11.9774 0.0157 -0.0376 0.0639
Si 1.0145 8.9231 14.2546 -0.1675 0.0054 0.0944
Si 3.4939 7.6243 10.1749 0.0159 -0.0065 -0.0287
Si 1.7449 4.2819 22.7179 0.0154 -0.0254 0.0105
Si 2.5437 9.1474 16.9655 -0.0258 -0.024 -0.0511
Si 14.0052 10.35 9.6726 0.0085 -0.0018 -0.0175
Si 3.9882 6.4038 17.0687 -0.0113 0.0183 0.0018
Si 11.682 -3.4937 11.7225 -0.0219 -0.0026 0.0477
O 5.0894 6.6902 15.8751 -0.0061 0.0007 -0.0077
O 3.715 2.6445 14.116 -0.0032 -0.0018 -0.0032
O 6.6512 3.1914 15.4536 0.0112 -0.0003 -0.0189
O 3.9887 10.1215 20.0962 0.0039 0.0023 0.002
O 4.2635 6.4327 10.9718 0.0048 -0.0124 0.0125
O 1.3391 3.3731 21.4448 0.0111 0.0194 0.0189
O 4.0958 9.1612 10.2028 0.0079 0.0089 0.0093
O -3.3927 -5.2322 11.1651 -0.0032 -0.0047 0.0107
O 10.6554 -2.3023 11.3636 -0.0175 0.0143 -0.0024
O 9.2096 3.8 15.5842 -0.0023 -0.0351 -0.013
O 5.44 4.6935 12.4275 0.0021 -0.0153 -0.0018
O 3.5603 10.1637 16.2164 0.0007 -0.0101 -0.0003
O 6.391 6.879 13.4709 -0.0063 -0.0028 0.0007
O 10.3056 9.1203 14.6705 0.2597 -0.2819 0.0816
O 6.1054 9.64 16.456 -0.0107 0.0047 -0.0062
O 9.7883 6.3821 15.112 0.0029 -0.0855 0.0258
O 13.7692 4.3418 12.2008 -0.0054 -0.0113 0.0013
O 6.7455 1.3784 17.369 0.0006 0.0073 -0.0025
O 1.5519 8.6798 15.7521 0.0619 0.0245 0.0328
O 1.969 9.9107 18.3008 0.0045 0.0055 0.013
O 14.1621 7.7792 17.4853 0.0002 -0.0067 -0.0115
O 4.7036 14.0856 17.2339 0.0005 -0.0004 -0.0058
O 8.6708 12.3815 19.1683 0.0001 -0.0005 -0.0041
O 5.795 2.0742 12.665 0.012 0.0069 0.0003
O 8.2311 2.0915 13.5703 0.0438 -0.0197 0.0188
O 2.7553 5.4638 22.2473 -0.0053 -0.0153 -0.0015
O 8.8856 14.9798 19.8496 0.0014 -0.003 0.0027
O 2.0848 10.9535 10.8367 -0.0098 0.0115 0.0257
O -3.1028 4.7138 13.6101 0.0041 -0.0276 0.0097
O 10.7772 11.81 14.9607 -0.4598 -0.3247 -0.2325
O 7.8019 3.1062 11.248 -0.0024 -0.0135 0.0172
O 8.7483 7.9819 13.0694 -0.0377 -0.0203 -0.0498
O 2.7577 14.2027 19.2213 -0.0045 0.0039 -0.0029
O 12.4775 4.0602 14.4731 -0.0092 -0.014 -0.0036
O 8.2898 10.8296 22.2368 -0.0017 0.0006 -0.0028
O 13.0102 7.7734 10.9069 0.0135 0.0104 -0.0041
O 12.5712 1.9402 12.6534 -0.0184 0.0024 0.0049
O 8.2068 10.6636 15.0928 0.0529 0.0585 -0.0536
O 4.7328 16.8916 18.4526 0.0025 -0.0019 0.0022
O 8.301 10.1837 17.7346 0.0009 0.0164 0.0166
O 5.3097 11.4862 14.795 -0.0005 0.009 -0.0103
O 3.7838 0.378 12.7282 0.0081 0.0088 0.0014
O 7.0099 14.8489 18.0224 -0.0001 -0.0054 -0.0058
O -1.5053 10.5796 12.7628 0.0047 0.0758 0.0363
O 9.7105 2.0274 21.4771 -0.0012 0.0039 -0.0178
O 5.7608 8.2846 19.2666 -0.0011 0.0064 0.0041
O 2.9315 5.3188 16.4968 0.0013 -0.0049 -0.0004
O -2.5736 -1.5618 10.6399 -0.0057 -0.001 0.0004
O 6.4785 21.8257 19.5491 -0.0007 0.0007 0.001
O 11.9503 7.5449 13.3555 0.0334 -0.0539 -0.0464
O 6.107 9.348 21.6112 -0.012 -0.0026 -0.0258
O 2.142 2.8223 16.7288 -0.0091 -0.005 -0.0065
O 7.0846 16.9386 19.6354 0.0005 -0.0023 0.0017
O 7.2571 11.5503 11.2166 0.0025 0.014 0.0173
O 8.9476 16.5446 17.6181 -0.0019 -0.0095 0.0008
O 1.9404 0.9363 20.2486 -0.0009 0.0013 -0.0004
O 3.7833 -4.4841 13.5684 0.0001 -0.0035 -0.0011
O 8.1543 8.1832 15.8366 -0.0329 -0.0152 0.0143
O 0.2156 5.9921 11.1876 0.0001 -0.0063 0.0081
O 4.8154 8.834 14.2826 0.005 -0.0067 -0.005
O 11.0539 13.5526 19.292 0.0002 -0.0006 -0.0062
O 4.7919 6.6536 21.0914 0.0065 0.0003 -0.0139
O 1.5414 10.1569 13.3584 0.0289 0.0471 -0.0256
O 11.3164 4.9044 16.6967 0.0026 -0.0132 -0.0055
O 3.6038 1.0206 18.2045 -0.0021 0.0041 0.0049
O 9.5547 4.3682 9.8688 -0.0115 -0.0022 0.0104

Results
free energy: -135733.015 eV
free energy less fixed offsets of O -568.88, Si -635.61 eV per atom: 2.315 eV

The program warned: the cutoff lies below the one the program advises for these potential files; the forces do not sum to zero within the program's tolerance; the exchange-correlation potential is rough where the density is thin.
